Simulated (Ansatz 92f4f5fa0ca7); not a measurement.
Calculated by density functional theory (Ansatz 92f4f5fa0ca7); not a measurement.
Periodic cell of 288 atoms, Si196O92, from a study of silicon, its oxide and their interface. The atomic structure is a simulated model.
Doubt: the cutoff is far below the 930 eV that the study's wrapper takes by default for these files, so forces and energies are approximate.
This geometry differs little from another in the collection (a relaxation step or a small displacement).

Settings: functional PBE; potential files Ansatz PAW; basis plane waves; wave-function cutoff 580 eV; density cutoff ratio 5; exchange-correlation grid ratio 1; k mesh 1 x 1 x 1, Gamma-centred; self-consistency stop 5e-08 eV per atom in the density residual; occupations fixed; spin none; net charge 0.

Cell vectors (angstrom)
a  11.6015  0  0
b  0  10.938  0
c  0  0  40.554

Atoms: element, x, y, z (angstrom)
Si  0  0  0.9665
Si  3.8672  0  0.9665
Si  7.7343  0  0.9665
Si  1.9336  1.3673  0.9665
Si  5.8008  1.3673  0.9665
Si  9.6679  1.3673  0.9665
Si  0  5.469  0.9665
Si  3.8672  5.469  0.9665
Si  7.7343  5.469  0.9665
Si  1.9336  6.8362  0.9665
Si  5.8008  6.8362  0.9665
Si  9.6679  6.8362  0.9665
Si  1.9336  2.7345  39.5869
Si  5.8008  2.7345  39.5869
Si  9.6679  2.7345  39.5869
Si  0  4.1018  39.5869
Si  3.8672  4.1018  39.5869
Si  7.7343  4.1018  39.5869
Si  1.9336  8.2035  39.5869
Si  5.8008  8.2035  39.5869
Si  9.6679  8.2035  39.5869
Si  0  9.5708  39.5869
Si  3.8672  9.5708  39.5869
Si  7.7343  9.5708  39.5869
Si  0  0  4.8337
Si  3.8672  0  4.8337
Si  7.7343  0  4.8337
Si  1.9336  1.3673  4.8337
Si  5.8008  1.3673  4.8337
Si  9.6679  1.3673  4.8337
Si  0  5.469  4.8337
Si  3.8672  5.469  4.8337
Si  7.7343  5.469  4.8337
Si  1.9336  6.8362  4.8337
Si  5.8008  6.8362  4.8337
Si  9.6679  6.8362  4.8337
Si  1.9336  2.7345  2.9001
Si  5.8008  2.7345  2.9001
Si  9.6679  2.7345  2.9001
Si  0  4.1018  2.9001
Si  3.8672  4.1018  2.9001
Si  7.7343  4.1018  2.9001
Si  1.9336  8.2035  2.9001
Si  5.8008  8.2035  2.9001
Si  9.6679  8.2035  2.9001
Si  0  9.5708  2.9001
Si  3.8672  9.5708  2.9001
Si  7.7343  9.5708  2.9001
Si  0.4225  0.0106  29.7689
Si  4.1197  0.0986  29.9465
Si  7.4854  -0.1201  29.9047
Si  2.2309  1.4267  29.7946
Si  5.9174  1.5944  30.1277
Si  9.6241  1.9002  29.6166
Si  0.2249  5.2322  29.9852
Si  4.1167  5.3629  30.012
Si  7.9944  5.7079  29.8782
Si  2.0805  6.6779  29.9359
Si  5.9191  6.8429  29.9844
Si  10.0709  6.8379  29.9319
Si  2.0199  2.6585  31.8471
Si  5.873  2.8938  32.0376
Si  9.6024  2.7863  31.8192
Si  0.0526  3.9639  31.9132
Si  3.8706  4.1246  31.9874
Si  7.7952  4.2963  31.8503
Si  2.0297  8.1934  31.822
Si  5.8621  8.2291  31.9004
Si  9.8039  8.2526  31.8197
Si  0.1106  9.6411  31.776
Si  3.936  9.6123  31.8515
Si  7.8014  9.5569  31.8716
Si  0.0728  0.0192  33.7437
Si  3.9478  0.0118  33.8017
Si  7.8002  -0.003  33.7938
Si  2.0145  1.345  33.7978
Si  5.8856  1.3858  33.8439
Si  9.7101  1.3647  33.7284
Si  0.054  5.465  33.7635
Si  3.8922  5.5237  33.8583
Si  7.7988  5.5604  33.816
Si  1.9642  6.8715  33.7906
Si  5.8352  6.8621  33.8212
Si  9.7529  6.8792  33.7677
Si  1.9626  2.7388  35.7157
Si  5.8419  2.7568  35.7515
Si  9.7063  2.7308  35.6887
Si  0.0312  4.1088  35.7096
Si  3.8931  4.1019  35.7394
Si  7.7816  4.1167  35.7071
Si  1.9483  8.2259  35.725
Si  5.8299  8.2237  35.7419
Si  9.7145  8.2158  35.72
Si  0.024  9.6009  35.7022
Si  3.898  9.575  35.726
Si  7.7741  9.5696  35.7239
Si  0  0  37.6533
Si  3.8672  0  37.6533
Si  7.7343  0  37.6533
Si  1.9336  1.3673  37.6533
Si  5.8008  1.3673  37.6533
Si  9.6679  1.3673  37.6533
Si  0  5.469  37.6533
Si  3.8672  5.469  37.6533
Si  7.7343  5.469  37.6533
Si  1.9336  6.8362  37.6533
Si  5.8008  6.8362  37.6533
Si  9.6679  6.8362  37.6533
Si  1.9081  2.7191  6.7807
Si  5.7843  2.7351  6.7709
Si  9.6157  2.7274  6.7723
Si  -0.0299  4.0705  6.7187
Si  3.841  4.0867  6.7699
Si  7.7003  4.1131  6.7831
Si  1.9068  8.2129  6.7375
Si  5.7727  8.1832  6.7664
Si  9.6344  8.2109  6.7519
Si  -0.0337  9.5789  6.7888
Si  3.8535  9.5582  6.7493
Si  7.6889  9.5589  6.7857
Si  -0.0802  0.025  8.7324
Si  3.8567  0.0201  8.6481
Si  7.6476  -0.0547  8.7642
Si  1.9035  1.3241  8.7102
Si  5.7722  1.3899  8.7206
Si  9.5522  1.3268  8.6889
Si  -0.0349  5.4505  8.6042
Si  3.8293  5.4387  8.7126
Si  7.6922  5.4703  8.7392
Si  1.9109  6.8262  8.6378
Si  5.7469  6.8103  8.6985
Si  9.6345  6.8083  8.6441
Si  1.9071  2.6584  10.6536
Si  5.774  2.7463  10.6806
Si  9.5269  2.6423  10.6319
Si  -0.0843  3.8788  10.3633
Si  3.7962  4.1072  10.6905
Si  7.6777  4.1543  10.7228
Si  1.8814  8.3476  10.4328
Si  5.6801  8.1537  10.6369
Si  9.619  8.1295  10.5809
Si  -0.0834  9.6028  10.6624
Si  3.847  9.6665  10.5952
Si  7.6641  9.4442  10.7014
Si  0.3274  -0.246  12.7904
Si  3.9306  0.1317  12.5595
Si  7.6975  -0.2717  12.7456
Si  1.9907  1.4214  12.7189
Si  5.9407  1.3314  12.6143
Si  9.3296  1.3954  12.6847
Si  -0.0676  5.3126  12.1172
Si  3.5309  5.5701  12.5852
Si  7.5617  5.5393  12.7373
Si  1.6374  6.9306  12.2193
Si  5.5634  6.8374  12.6259
Si  9.6515  6.6885  12.4617
O  7.4371  4.683  14.1759
O  -12.9177  7.7027  13.6394
O  7.7869  9.7972  14.196
O  0.563  20.4763  13.9659
O  28.7723  -3.0409  13.9103
O  3.0747  4.6872  13.9309
O  10.6951  0.7159  13.2867
O  15.0837  8.1009  15.494
O  1.8705  13.2925  14.1206
O  32.0927  2.5352  13.7938
O  6.1913  2.3119  13.9648
O  -7.7591  9.9935  13.8156
O  11.1698  12.3475  29.4394
O  2.0306  2.358  28.4249
O  5.5131  7.6226  28.5623
O  -16.2272  9.8013  28.7164
O  10.5327  7.7061  28.5655
O  0.2195  4.3346  28.563
O  1.6917  -3.3109  28.6123
O  4.8054  2.1241  27.2458
O  -30.3643  -6.688  28.8003
O  15.9234  -0.8815  28.6037
O  11.9401  9.9462  28.4725
O  8.8856  11.4078  29.3139
Si  11.8956  4.2314  20.1407
Si  2.8641  7.964  16.9897
Si  8.283  4.3179  28.0263
Si  6.4544  2.4424  23.4222
Si  11.0063  12.5835  18.4622
Si  0.832  5.951  16.4188
Si  8.6172  0.4131  24.3473
Si  1.7133  10.5005  18.2949
Si  9.6735  5.2496  25.2725
Si  4.7879  6.5475  18.8035
Si  7.3019  9.7936  15.7861
Si  6.6583  9.9688  20.1885
Si  0.2846  7.5133  25.0444
Si  0.4706  8.6481  20.367
Si  6.0413  10.1753  25.269
Si  10.1464  8.9798  22.8225
Si  7.5332  3.0871  14.5241
Si  3.0716  6.6016  23.6816
Si  4.652  8.9532  14.7547
Si  -3.0834  1.4156  19.9936
Si  1.0736  3.0225  22.9374
Si  0.3459  8.3743  28.0368
Si  7.6103  4.0473  21.2104
Si  10.8482  2.3694  25.1052
Si  2.6771  4.1849  25.171
Si  11.9145  7.9082  13.9126
Si  5.509  3.0773  28.3609
Si  5.0717  3.7174  19.4326
Si  8.3669  1.6643  17.0513
Si  7.6539  7.8197  18.2398
Si  5.6037  9.1741  28.0899
Si  5.6414  8.2894  22.7628
Si  4.8034  2.0192  25.6324
Si  3.8632  13.1291  21.6828
Si  1.6478  3.9651  14.3452
Si  4.3816  0.8034  19.1613
Si  1.0746  3.3637  27.5519
Si  8.1933  6.5288  22.7458
Si  2.4917  6.2358  20.8064
Si  10.4845  6.4942  18.7404
O  5.6689  9.1549  26.4741
O  0.3507  26.2843  13.4559
O  9.741  1.1818  25.2494
O  4.1532  3.5483  20.7967
O  7.6843  9.038  19.3258
O  6.0137  9.4126  23.8573
O  1.3153  9.9032  19.7584
O  6.0829  2.7968  24.9697
O  12.0624  8.3334  26.4302
O  5.8636  9.0843  21.328
O  7.5901  -0.2535  25.4421
O  5.5496  10.6038  19.1603
O  9.0969  7.8237  22.3572
O  7.9656  0.196  16.4421
O  8.9598  5.0956  26.748
O  17.2526  9.7981  15.7478
O  11.1303  5.8661  17.372
O  2.6923  5.7522  22.34
O  3.9877  6.6145  20.2412
O  11.1281  9.2579  21.5486
O  4.6282  4.9396  18.4257
O  0.1426  1.969  23.7807
O  3.4535  2.7469  25.0874
O  3.6135  5.4801  24.7718
O  7.7782  1.7545  18.5683
O  2.0937  6.5521  17.2502
O  7.693  2.8367  16.1276
O  9.3299  10.3018  23.316
O  1.8822  9.237  17.268
O  6.3732  6.8879  18.657
O  10.0595  3.7581  24.7575
O  1.2436  4.4642  15.8558
O  7.6972  8.4791  16.7147
O  13.3215  5.05  19.9593
O  7.712  1.4105  23.413
O  6.8041  3.7509  27.6113
O  2.4203  2.2883  22.4021
O  4.9498  2.27  18.6639
O  4.9241  0.4371  25.2515
O  0.1101  2.5368  26.4976
O  11.1858  7.8983  19.2087
O  10.0703  11.9144  19.6573
O  8.6481  5.9206  24.1945
O  3.1409  11.2832  18.2252
O  1.5567  7.5689  20.9131
O  4.152  7.739  23.1957
O  4.1445  7.7946  17.9686
O  9.2056  3.0261  28.503
O  11.0395  6.1461  25.3631
O  1.747  7.2785  24.3615
O  0.1434  2.9933  19.0643
O  0.2399  3.6641  21.681
O  6.5693  4.1225  19.9577
O  6.6333  6.9986  22.8325
O  7.6213  11.196  20.7439
O  9.9913  1.9217  17.1881
O  0.5298  0.6106  17.8941
O  3.7997  0.915  20.6798
O  8.364  5.4625  21.5057
O  12.1855  7.1047  15.2957
O  5.0968  1.8636  22.7038
O  1.4608  4.1336  24.0773
O  8.6089  2.7901  20.8849
O  -0.9098  5.3216  19.877
O  8.9308  6.8288  18.4225
O  6.8494  3.7888  22.6284
O  11.0293  8.4667  24.068
O  2.0494  4.353  26.6676

Results
free energy: -176917.934 eV
free energy less fixed offsets of O -568.88, Si -635.61 eV per atom: -1.414 eV

Forces (eV/angstrom), in the order of the atoms: element, x, y, z
Si  0.0045  0.0595  -0.0014
Si  -0.0005  0.028  0.0011
Si  -0.0018  0.0543  0.0046
Si  0.0013  -0.0507  -0.0011
Si  -0.0034  -0.0202  0.0091
Si  0.0008  -0.0528  -0.0025
Si  0.0008  0.0108  -0.0198
Si  0.0003  0.031  0.0029
Si  -0.0002  0.0582  -0.001
Si  -0.0039  -0.0154  -0.0071
Si  -0.0017  -0.0344  0.0101
Si  0.0052  -0.0325  -0.0039
Si  0.0078  0.048  -0.0076
Si  0.0116  -0.0047  0.0215
Si  0.0075  0.0674  -0.0256
Si  0.0141  -0.021  0.0001
Si  0.0041  -0.0064  0.0228
Si  0.0107  -0.0468  0.0075
Si  0.011  0.0127  -0.0014
Si  0.0145  0.0167  0.0125
Si  0.0083  0.0333  -0.0055
Si  0.0078  -0.0643  -0.0118
Si  0.0113  -0.0252  -0.0012
Si  0.0081  -0.0372  0.0044
Si  -0.0187  0.037  0.1097
Si  0.0026  0.0344  -0.0778
Si  -0.0503  0.0098  0.1431
Si  -0.0028  -0.0875  0.0591
Si  0.0004  -0.0403  0.0341
Si  -0.0722  -0.0456  0.012
Si  -0.0329  -0.007  -0.2186
Si  -0.0129  -0.0048  0.0611
Si  -0.0294  0.0745  0.0779
Si  -0.032  -0.0268  -0.164
Si  -0.0173  -0.1185  -0.0489
Si  -0.0334  -0.0218  -0.0798
Si  -0.0077  0.0535  0.0041
Si  -0.0107  0.032  0.012
Si  -0.0056  0.0392  -0.0092
Si  -0.0073  0.0337  -0.0414
Si  -0.0182  -0.0293  0.0034
Si  -0.0042  -0.0633  0.017
Si  -0.0049  -0.0184  -0.0303
Si  -0.0184  0.0358  -0.0003
Si  -0.0025  0.0079  -0.0177
Si  -0.0165  -0.0625  0.005
Si  -0.0046  -0.0177  -0.0064
Si  -0.0049  -0.0671  0.0252
Si  -0.0457  0.0761  0.0274
Si  0.0597  0.1055  0.0274
Si  -0.0521  0.105  0.0153
Si  -0.0234  -0.0582  0.0372
Si  0.0158  -0.0692  0.0349
Si  -0.0033  0.0014  0.0906
Si  -0.0069  0.0344  0.0182
Si  -0.0104  0.0208  -0.0021
Si  -0.0094  0  -0.0047
Si  0.0099  -0.028  0.0197
Si  0.0004  -0.021  0.0151
Si  0.02  -0.0155  0.0284
Si  0.0077  -0.001  -0.024
Si  0.0347  0.0032  -0.027
Si  0.02  -0.0045  -0.0006
Si  -0.0359  -0.0036  -0.0147
Si  -0.015  0.0069  -0.0015
Si  -0.0237  -0.0183  0.0056
Si  -0.0087  -0.02  -0.0127
Si  0.0176  -0.0106  -0.0065
Si  0.0207  -0.0017  -0.0071
Si  -0.0289  -0.0123  0.0078
Si  -0.0118  -0.0001  0.0175
Si  -0.0027  -0.0239  0.0192
Si  -0.0083  -0.0019  0.0007
Si  0.012  -0.001  -0.001
Si  0.0022  0.0036  -0.0017
Si  0.0012  -0.001  0.0051
Si  -0.0043  0.0011  -0.0011
Si  0.0096  0.0143  0.0029
Si  0.0195  0.0062  0.0103
Si  -0.0091  0.0016  0.0043
Si  0.0004  -0.0036  -0.0001
Si  0.008  -0.0124  0.0052
Si  0.0028  0.0006  0.0097
Si  -0.0076  0.0007  -0.0056
Si  0.0005  0.0033  0.0095
Si  0.0007  -0.0007  0.008
Si  -0.0025  -0.0174  0.0061
Si  -0.0041  0.0016  0.0097
Si  0.0031  0.0003  0.0035
Si  -0.0054  0.0076  0.0038
Si  0.0023  0.0029  0.0081
Si  -0.0015  -0.0017  0.003
Si  -0.0027  -0.0031  0.0102
Si  0.0023  0.0029  0.0008
Si  -0.007  -0.0048  0.0107
Si  -0.0047  -0.0009  0.0086
Si  0.0194  0.1193  -0.0405
Si  -0.0032  0.088  0.0115
Si  0.0504  0.0571  0.0042
Si  0.0155  -0.0224  -0.0172
Si  0.0462  -0.0069  0.1406
Si  0.0293  0.0144  -0.137
Si  0.0155  0.0188  -0.0355
Si  0.0183  0.0699  0.1131
Si  0.0696  0.0481  -0.0229
Si  0.0028  0.0236  -0.0385
Si  0.0283  -0.0476  0.0332
Si  0.0533  -0.012  -0.0401
Si  -0.0073  -0.0074  -0.0146
Si  -0.0006  -0.0001  -0.0117
Si  0.0129  -0.0127  -0.0035
Si  -0.0004  0.0049  -0.0066
Si  0.0041  0.0001  -0.002
Si  0.0044  -0.0006  -0.0024
Si  0.0031  -0.0065  0.0048
Si  0.0004  0.0055  -0.0014
Si  -0.0029  0.0038  -0.008
Si  0.0056  0.0093  -0.0037
Si  -0.005  0.0022  -0.0088
Si  0.0037  0.0079  -0.0081
Si  -0.0018  0.0022  -0.0244
Si  -0.0074  0.0033  -0.0144
Si  0.0101  0.0052  -0.0161
Si  -0.0003  -0.0012  -0.0053
Si  0.0032  -0.0126  -0.0004
Si  -0.0075  0.0032  0.014
Si  0.0133  -0.0087  0.0152
Si  -0.0003  0.0052  0.0044
Si  -0.0031  0.0026  -0.0081
Si  -0.0155  0.0094  -0.0065
Si  -0.0032  0.0042  -0.0022
Si  0.0139  -0.0014  -0.0047
Si  -0.0039  -0.0001  0.031
Si  -0.0009  0.0035  0.0218
Si  0.0187  0.0094  -0.0009
Si  -0.0194  0.0115  0.0112
Si  -0.0157  0.0005  0.0122
Si  0.0014  -0.0138  0.0156
Si  -0.0139  0.0001  -0.003
Si  0.0163  -0.0063  0.0075
Si  -0.0312  0.0086  -0.0135
Si  0.0273  -0.0223  -0.0057
Si  -0.0088  0.0085  0.0192
Si  0.0106  0.0103  0.0363
Si  0.0284  0.0169  -0.0084
Si  -0.0055  0.0104  0.0005
Si  -0.0307  -0.0084  -0.037
Si  0.0073  -0.025  -0.0444
Si  0.0048  -0.0199  -0.0181
Si  0.038  -0.0314  -0.0295
Si  -0.01  -0.0193  -0.1185
Si  0.0256  0.0139  -0.058
Si  0.0025  0.0378  -0.0374
Si  -0.0696  0.0411  0.0754
Si  0.0044  -0.0433  0.0064
Si  -0.0186  -0.0242  0.0078
O  0.0038  -0.0365  0.0239
O  0.0216  0.0222  0.0258
O  -0.0095  -0.0147  0.0537
O  -0.002  0.0074  0.0394
O  -0.0153  0.0339  0.0147
O  -0.0228  -0.0213  0.024
O  -0.051  0.0438  0.0037
O  -0.0095  -0.0028  0.0081
O  -0.0102  0.0361  0.0153
O  0.0003  0.0102  0.008
O  0.0262  0.0243  0.0138
O  0.0215  -0.0384  0.0148
O  -0.0217  0.0099  -0.0216
O  -0.0255  0.041  -0.0338
O  -0.0046  0.0121  0.0051
O  -0.0218  -0.0374  -0.0421
O  0.0319  0.0193  -0.0127
O  0.0157  -0.0215  -0.0133
O  -0.0225  0.0186  -0.0024
O  -0.0019  -0.0013  -0.0082
O  0.0009  0.0026  -0.0013
O  0.0118  -0.0444  -0.0264
O  -0.0044  -0.02  0.0011
O  0.0639  -0.06  -0.0414
Si  -0.0014  0.0016  0.0083
Si  0.0051  -0.0056  0.0036
Si  -0.017  -0.0318  0.0099
Si  0.0034  -0.0008  0.0023
Si  -0.0051  0.0026  0.0145
Si  0.0142  -0.0075  -0.0237
Si  -0.0009  -0.0021  -0.0094
Si  0.002  -0.0167  0.0064
Si  -0.0126  -0.0044  0.0141
Si  -0.0074  0.0123  0.0117
Si  -0.0096  -0.0138  -0.0245
Si  0.0017  -0.0045  0.0049
Si  -0.0061  0.0035  0.0066
Si  -0.001  0.0028  0.0099
Si  -0.0162  -0.0063  -0.0082
Si  0.0012  -0.0014  -0.0013
Si  -0.0188  0.0166  -0.0077
Si  -0.008  0.0027  -0.0145
Si  0.017  0.0347  -0.0169
Si  -0.0038  -0.0018  0.0041
Si  -0.0029  0.0035  0.0056
Si  -0.0024  -0.0119  -0.0146
Si  0.0019  0.006  0.0046
Si  0.0015  0.0143  -0.0045
Si  -0.0091  -0.0109  -0.0063
Si  0.052  -0.0599  -0.0659
Si  0.0245  0.0138  0.0154
Si  -0.002  0.0026  0.0082
Si  -0.0309  -0.0106  -0.0006
Si  0.0024  0.0068  -0.001
Si  -0.005  -0.0046  0.0043
Si  0.005  0.0045  0.0052
Si  -0.0027  -0.0077  0.014
Si  -0.003  -0.0021  0.0093
Si  0.0191  -0.02  0.0256
Si  0.0062  -0.0028  0.0113
Si  0.003  -0.0016  0.0166
Si  0.0017  -0.0061  0.01
Si  0.0127  0.0035  0.0104
Si  -0.0003  -0.0071  -0.0045
O  0.0058  0.0085  -0.0119
O  0.0225  -0.0276  0.0657
O  -0.0022  -0.0052  0.008
O  -0.0019  -0.0046  0.002
O  -0.0039  0.001  0.0034
O  -0.0007  -0.0139  -0.0066
O  -0.0034  -0.0019  -0.0068
O  0.0012  -0.003  -0.0024
O  0.0002  -0.0096  -0.0197
O  -0.0005  -0.0028  -0.0045
O  0.009  0.0036  0.0097
O  -0.0015  0  -0.0023
O  0.0003  0.0015  0.0021
O  0.0121  0.0283  0.01
O  0.0174  0.0117  -0.0282
O  0.0139  -0.0118  -0.0157
O  -0.0173  0.0033  0.0105
O  -0.0033  0.0035  -0.0084
O  -0.0113  -0.0025  -0.0028
O  0.0001  -0.0052  -0.0005
O  0.0016  -0.0003  -0.008
O  0.0023  -0.0055  -0.0002
O  -0.0092  0.0094  0.002
O  0.0066  0.0081  0.0091
O  0.0067  -0.0022  0.0031
O  0.0038  0.0033  -0.0009
O  0.0149  -0.0159  0.0211
O  0.0016  -0.0041  0.0061
O  -0.0047  0.0157  0.0043
O  -0.0006  -0.0026  -0.0053
O  0.0045  -0.013  0.0069
O  -0.0096  0.0155  -0.0042
O  0.0007  -0.0091  0.0083
O  -0.0005  -0.0029  -0.0023
O  -0.0001  0.0007  0.0056
O  0.0119  0.0129  0.0037
O  0.0024  -0.0014  -0.0005
O  -0.0026  -0.0024  -0.0064
O  0.0056  -0.0057  0.0048
O  -0.0091  -0.0094  -0.0158
O  0.0048  0.0037  -0.0016
O  0.001  0.0006  -0.0034
O  -0.0069  0.0096  -0.0108
O  -0.0038  -0.0003  -0.0062
O  0.0025  -0.0043  -0.0019
O  -0.0032  -0.0027  0.008
O  0.0086  -0.0127  0.006
O  -0.0159  0.0177  -0.0592
O  0.0025  0.0021  0.0062
O  0.0114  -0.0049  0.0026
O  0.0012  0.0004  -0.0029
O  -0.0007  0.0011  -0.0063
O  0.0035  0.0002  -0.0005
O  -0.0018  0.0036  0.003
O  -0.0008  -0.0006  -0.0007
O  0.0126  -0.0008  -0.0054
O  0.0021  -0.0017  -0.0101
O  -0.0013  -0.0008  -0.0007
O  -0.0031  -0.0033  -0.0035
O  -0.0181  0.015  0.0174
O  -0.005  0.0009  0.0011
O  -0.0008  -0.0046  0.0001
O  -0.0017  0.0007  -0.0034
O  -0.0003  -0.0058  0.0002
O  0.0011  -0.0005  -0.0058
O  0.0014  0.0012  -0.0029
O  -0.0071  0.0052  -0.0039
O  0.0054  -0.0024  -0.0043

The program warned: the cutoff lies below the one the program advises for these potential files; the exchange-correlation potential is rough where the density is thin.
